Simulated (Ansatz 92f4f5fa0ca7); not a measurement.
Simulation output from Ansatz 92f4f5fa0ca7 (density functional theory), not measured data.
Periodic cell of 223 atoms, Si132O90As1, from a study of silicon, its oxide and their interface. The atomic structure is a simulated model.
Doubt: the cutoff is far below the 930 eV that the study's wrapper takes by default for these files, so forces and energies are approximate.
This geometry differs little from another in the collection (a relaxation step or a small displacement).

Settings: functional PBE; potential files Ansatz PAW; basis plane waves; wave-function cutoff 580 eV; density cutoff ratio 5; exchange-correlation grid ratio 1; k mesh 1 x 1 x 1, Gamma-centred; self-consistency stop 5e-08 eV per atom in the density residual; occupations fixed; spin none; net charge +1 e, with a uniform compensating background and no finite-size correction.

Cell vectors (angstrom)
a 10.938 0 0
b 0 10.938 0
c 0 0 32.1988

Atoms: element, x, y, z (angstrom)
Si 10.6004 0.2358 24.8599
Si 5.747 10.697 24.7258
Si 2.4963 2.9256 24.626
Si 8.4362 2.4816 24.814
Si 0.2848 5.1795 24.7519
Si 5.1659 5.7607 24.6901
Si 2.9447 8.0256 24.5922
Si 7.9543 8.4469 24.7179
Si 1.3463 1.4016 26.0384
Si 6.8569 1.3297 26.1188
Si 4.0562 4.1224 25.9954
Si 9.6196 4.0777 26.0909
Si 1.4096 6.8485 26.0048
Si 6.7855 6.8715 26.03
Si 4.1165 9.5583 26.0009
Si 9.4763 9.5867 26.1513
Si 2.7565 0.0283 27.3445
Si 8.1797 0.0093 27.5545
Si 0.0342 2.7459 27.4858
Si 5.4678 2.778 27.3637
Si 2.7493 5.4958 27.4274
Si 8.2136 5.505 27.3553
Si 0.0195 8.2184 27.3739
Si 5.4641 8.2313 27.4437
Si 4.1085 1.4053 28.7531
Si 9.6016 1.3892 28.8562
Si 1.3905 4.144 28.8261
Si 6.8563 4.141 28.7506
Si 4.1215 6.8549 28.812
Si 9.5826 6.8639 28.7596
Si 1.3952 9.6076 28.7463
Si 6.8069 9.5781 28.8723
Si 0.0567 0.0264 30.1709
Si 5.4609 0.0586 30.1689
Si 2.7712 2.7735 30.1602
Si 8.2285 2.7961 30.1499
Si 0.0132 5.5185 30.1504
Si 5.5172 5.5071 30.1561
Si 2.7608 8.2589 30.1339
Si 8.238 8.2254 30.1698
Si 1.4122 1.4118 31.5553
Si 6.8651 1.4251 31.5169
Si 4.1475 4.1469 31.5323
Si 9.6001 4.1542 31.5382
Si 1.3909 6.9033 31.5035
Si 6.8808 6.8682 31.5604
Si 4.116 9.6187 31.5443
Si 9.6146 9.6056 31.5378
Si 2.7785 0.0493 0.7281
Si 8.2457 0.0659 0.6763
Si 0.0378 2.7971 0.7125
Si 5.5273 2.7929 0.6972
Si 2.7833 5.5637 0.6604
Si 8.2641 5.5169 0.7279
Si 0.0543 8.2521 0.7026
Si 5.5211 8.2754 0.7086
Si 4.1806 1.4232 2.0778
Si 9.6078 1.4101 2.0857
Si 1.4186 4.2221 2.0454
Si 6.8961 4.1427 2.095
Si 4.1459 6.9069 2.0817
Si 9.628 6.9087 2.0956
Si 1.4088 9.6177 2.0989
Si 6.9065 9.6504 2.0875
Si -0.0038 0.0017 3.4401
Si 5.5665 0.0918 3.4792
Si 2.833 2.8728 3.3438
Si 8.2435 2.764 3.4739
Si 0.0874 5.5843 3.4658
Si 5.5435 5.5457 3.4193
Si 2.8023 8.2817 3.4732
Si 8.3071 8.3211 3.4429
Si 1.4147 1.4976 4.6189
Si 6.9282 1.404 4.955
Si 4.2234 4.148 4.81
Si 9.6189 4.1884 4.7847
Si 1.4629 6.9341 4.8993
Si 6.9081 6.9564 4.7719
Si 4.1919 9.6638 4.8467
Si 9.7306 9.5073 4.952
Si 2.8495 0.2732 5.9883
Si 8.305 -0.023 6.2743
Si 0.0741 2.7977 6.0383
Si 5.5631 2.821 6.2888
Si 2.8927 5.5527 6.1564
Si 8.2666 5.5747 6.1117
Si 0.3142 8.1847 6.554
Si 5.5862 8.3096 6.2081
Si 3.9037 1.686 7.5979
Si 9.8647 1.2936 7.4836
Si 1.6805 3.9301 7.3458
Si 6.7131 4.511 7.5401
Si 4.4529 6.7222 7.5309
Si 9.4701 7.0119 7.5543
Si 1.2901 10.208 7.3708
Si 7.1985 9.2848 7.7015
O 8.3361 8.1372 7.923
O 2.7692 2.8339 7.929
O 9.5429 1.3717 24.2749
O 4.07 6.8868 24.1417
O 0.1519 0.2978 7.9885
O 5.5875 5.6269 8.0228
O 6.8674 9.5894 24.2046
O 1.389 4.0788 24.1786
O 3.8697 7.5035 8.8723
O 0.7706 4.47 8.5726
O 9.8118 6.2666 8.9915
O 2.3292 9.7926 8.5858
O 7.4638 3.9945 8.9035
O 4.3137 0.9731 9.0193
O 6.6925 9.5677 9.2333
O 9.1863 1.9791 8.8039
O 7.7061 3.1552 23.5162
O 10.4794 5.8314 23.4542
O 5.0848 0.4331 23.392
O 5.8569 5.0808 23.3701
O 3.1061 2.2029 23.2694
O 2.3015 8.7248 23.2293
O 8.615 7.745 23.386
O 0.2387 10.3182 23.6071
Si 4.3814 1.5585 22.4418
Si 3.4171 7.813 13.9905
Si 7.0509 0.8809 14.6504
Si 0.9376 9.3408 22.5225
Si 1.1182 4.0915 11.9339
Si 6.163 8.877 15.2904
Si 0.6707 1.1586 12.2991
Si 8.609 4.9301 20.492
As 0.5065 5.8838 9.6785
Si 5.0462 3.0667 17.92
Si 0.8476 3.658 16.7498
Si 10.3499 2.7864 19.2232
Si 5.268 1.1892 10.3538
Si 0.8337 0.1192 19.8305
Si 6.5809 9.4338 10.8769
Si 9.2938 9.601 18.3031
Si 9.3157 9.1746 12.5781
Si 6.562 3.8406 22.5782
Si 2.4123 8.2414 9.0873
Si 10.5273 7.2826 17.0513
Si 2.4512 6.2004 16.5587
Si 10.1468 4.3909 14.2155
Si 6.0787 9.1154 18.4906
Si 7.9461 2.6252 9.6475
Si 8.8757 2.0541 12.4754
Si 5.265 6.186 18.055
Si 3.8804 0.5077 19.4465
Si 4.1772 3.8241 12.0139
Si 5.5061 6.5319 12.0923
Si 7.9426 2.4378 17.2268
Si 4.3072 2.4357 14.9175
Si 1.5084 1.086 15.2806
Si 1.457 9.2135 11.921
Si 7.9861 6.7459 13.8463
Si 10.3624 9.7519 15.4836
Si 9.7989 6.9924 22.5398
Si 8.0398 5.4238 17.3951
O 5.9788 7.9256 11.272
O 5.9324 9.1101 16.8753
O 7.6967 1.2324 13.2023
O 0.8028 1.4896 13.8838
O 9.3378 6.2048 16.8413
O 6.742 6.0878 13.0469
O 5.0546 4.6006 18.5962
O 9.1724 2.1015 18.2733
O 2.3215 0.0433 19.0801
O 9.3768 10.1614 16.7476
O 2.691 4.4441 11.6496
O 5.0202 10.2685 19.0919
O 9.4301 3.1014 13.5605
O 0.3862 1.6972 19.9666
O 3.1121 1.3069 15.0567
O 8.1347 5.3506 19.0118
O 3.8231 6.5424 17.3754
O 4.57 3.2106 16.3472
O 9.0208 5.5664 14.2729
O 5.4452 2.7506 22.1365
O 10.612 4.0999 15.7346
O 0.3212 3.7854 18.2908
O 10.3805 10.4316 19.2134
O 9.6383 9.9674 14.0167
O 10.9098 8.0971 22.1126
O 1.1287 2.071 16.5167
O 9.692 3.7088 20.4087
O 8.0622 3.9646 16.6832
O -0.1665 8.983 11.839
O 6.5296 2.3684 18.0439
O 5.5262 10.7054 11.1807
O 7.6967 9.5161 18.8089
O 10.0095 0.9575 11.9846
O 1.4114 7.4444 8.0682
O 0.6407 4.5908 13.4233
O 5.638 7.56 18.9773
O 5.159 5.038 11.4446
O 2.6444 6.8852 15.0917
O 1.1222 2.5053 11.5456
O 0.8729 10.5445 15.6192
O 2.1162 8.3609 10.6911
O 4.626 2.4115 11.256
O 4.1339 3.4843 13.6461
O 2.1742 4.5824 16.4868
O 10.6442 8.1559 15.6698
O 6.8378 10.2135 14.67
O 2.2535 8.7382 13.2773
O 7.9182 1.4404 15.9302
O 4.1092 6.8848 12.8516
O 4.1086 1.9549 18.6892
O 7.2719 4.4275 21.2617
O 8.3751 2.9067 11.1807
O 1.1076 6.7544 17.3329
O 5.6043 1.5543 14.6213
O 8.056 9.7042 11.6106
O 9.2063 6.2575 21.2277
O 8.8896 7.6517 12.8766
O 1.6028 -0.089 11.8161
O 6.5728 6.0804 17.059
O 7.266 7.6892 14.9926
O 1.1817 10.2737 21.2278
O 9.989 8.123 18.336
O 3.9367 0.8301 21.0647
O -0.0249 4.7948 10.9975
O 6.7003 1.5892 9.6733
O 4.6636 8.6517 14.6549

Results
free energy: -139955.300 eV
free energy less fixed offsets of As -4856.12, O -568.88, Si -635.61 eV per atom: 0.540 eV

Forces (eV/angstrom), in the order of the atoms: element, x, y, z
Si 0.009 -0.0107 -0.0353
Si -0.0143 0.0146 -0.0369
Si 0.006 -0.0185 -0.0384
Si -0.0107 0.0159 -0.0369
Si -0.0209 0.0047 -0.0384
Si 0.0145 -0.0116 -0.0428
Si -0.0129 0.0144 -0.0414
Si 0.0104 -0.0148 -0.0382
Si -0.0022 0.0093 0.0136
Si 0.0046 -0.0071 0.0083
Si -0.0022 0.0027 0.0074
Si 0.0083 -0.0051 0.0131
Si 0.0056 -0.0001 0.0068
Si -0.0014 0.0029 0.0133
Si 0.0013 -0.0041 0.0132
Si -0.0079 0.0044 0.0073
Si -0.0009 0.0008 -0.0157
Si -0.0004 -0.0011 0.0086
Si -0.002 -0.0019 -0.0011
Si 0.0004 -0.0001 -0.0105
Si -0.0009 -0.0006 0.0021
Si -0.0003 -0.0008 -0.0139
Si -0.0004 -0.0011 -0.0096
Si -0.0002 -0.0013 -0.0023
Si -0.0004 -0.0001 0.0162
Si -0.0016 0 -0.0143
Si -0.0012 -0.0081 -0.005
Si 0.0032 -0.0008 0.0149
Si -0.0009 0.0018 -0.0001
Si -0.0018 0.0021 0.0112
Si -0.0006 0.0015 0.0162
Si 0.0118 0.0027 -0.016
Si 0.0005 -0.0022 -0.0074
Si -0.0045 0.0052 -0.0064
Si 0.0003 -0.0015 -0.0086
Si -0.0017 -0.001 -0.0074
Si 0.0002 -0.0012 -0.0075
Si -0.0005 -0.0006 -0.0071
Si -0.0003 -0.0016 -0.0106
Si 0.0008 -0.0008 -0.0035
Si 0.0036 -0.0006 0.012
Si 0.0015 0.0021 0.0152
Si -0.0005 -0.0003 0.0163
Si -0.0028 0.0007 0.0109
Si 0.0011 0.0042 0.0157
Si -0.0006 -0.003 0.0122
Si 0.0012 -0.0005 0.014
Si 0.0032 0.0007 0.0164
Si 0.0028 -0.0029 -0.0109
Si -0.0005 0.0009 -0.0181
Si 0.0011 0.0001 -0.0132
Si -0.0001 -0.0031 -0.0156
Si 0.0038 -0.0067 -0.0215
Si -0.0003 -0.0016 -0.0111
Si -0.0031 0.0005 -0.0187
Si -0.0072 0.0018 -0.0156
Si 0.0003 0.0019 0.0119
Si 0.0006 0.0054 0.0079
Si 0.0015 -0.0071 0.0095
Si -0.0046 -0.0013 0.0098
Si 0.006 -0.003 0.0131
Si 0.002 0.0055 0.0126
Si -0.0034 0.0088 0.0136
Si -0.0061 0.0042 0.0098
Si 0.0029 0.0061 -0.0008
Si 0.0039 -0.0037 -0.03
Si -0.0059 -0.0223 0.0176
Si -0.0003 0.0071 -0.029
Si -0.0186 0.0086 -0.0146
Si 0.0083 0.0009 -0.0241
Si -0.0021 0.0004 -0.019
Si 0.01 -0.0014 -0.0171
Si 0.0011 0.0113 0.0152
Si 0.0072 -0.0016 0.0083
Si -0.0329 -0.0016 0.0416
Si 0.0123 -0.0109 0.0147
Si 0.0098 -0.0159 0.0051
Si -0.0037 0.0012 0.0119
Si 0.0133 -0.0101 0.009
Si 0.0103 -0.0007 0.0317
Si -0.0406 0.0504 -0.0304
Si -0.0148 -0.044 -0.0086
Si 0.0292 -0.0115 -0.0276
Si -0.0253 0.0152 -0.0152
Si 0.0375 0.0018 -0.0377
Si -0.0025 -0.0021 -0.0631
Si 0.2562 -0.0406 0.1924
Si 0.002 -0.0032 -0.0365
Si -0.0209 -0.0121 0.0541
Si 0.06 0.0003 0.0842
Si -0.1232 -0.0162 0.1901
Si -0.0043 -0.0071 0.0987
Si -0.0618 0.0528 0.0511
Si -0.0477 -0.0133 0.3107
Si -0.0138 -0.0942 0.0855
Si 0.0359 0.0307 0.1655
O 0.0132 0.0134 -0.092
O 0.033 0.018 0.0058
O -0.004 -0.0032 0.0018
O -0.0045 -0.0014 0.0056
O -0.0495 -0.0449 -0.0211
O 0.0317 -0.0352 -0.0045
O 0.0025 0.0017 0.0025
O 0.0014 0.0052 0.0023
O 0.121 -0.072 0.0186
O 0.0765 -0.0151 -0.1186
O -0.0088 0.038 -0.1368
O 0.0268 0.2336 -0.0611
O -0.0257 0.0399 -0.0669
O -0.0325 0.0203 -0.0646
O 0.0696 -0.0603 -0.1272
O 0.0366 -0.032 -0.0618
O 0.028 -0.0245 0.0382
O 0.0265 -0.0269 0.039
O 0.0245 -0.0291 0.0408
O -0.0244 0.0291 0.0341
O -0.0257 0.0243 0.0364
O 0.0284 -0.0218 0.0329
O -0.027 0.025 0.0362
O -0.0245 0.0328 0.0473
Si -0.0045 -0.0088 -0.0583
Si -0.0007 0.0026 0.0095
Si -0.0012 -0.0063 0.0058
Si -0.0018 0.012 -0.0562
Si 0.0152 -0.0382 0.0075
Si 0.0039 -0.0028 -0.0053
Si 0.0023 -0.0049 -0.0045
Si 0.0089 -0.0145 -0.0293
As -0.0374 -0.0558 -0.0097
Si 0.003 0.009 0.0065
Si 0.0041 0.0032 -0.0016
Si 0.0027 -0.0007 -0.0068
Si 0.001 0.0139 0.0386
Si -0.0181 0.0186 -0.0118
Si 0.0323 -0.0299 0.0273
Si -0.0055 -0.0098 0.0034
Si -0.0016 -0.0015 -0.0021
Si 0.0076 0.0038 -0.046
Si 0.0052 -0.0005 0.0911
Si 0.0028 0.0012 0.0068
Si -0.0037 -0.0026 0.0084
Si -0.0101 0.0197 0.0101
Si 0.0076 -0.0089 0.0136
Si -0.0119 -0.0115 0.0727
Si 0.0085 -0.0099 0.0142
Si -0.005 0.001 0.0141
Si 0.009 -0.0027 -0.0195
Si -0.011 0.0119 0.0037
Si -0.0001 -0.0017 -0.004
Si -0.0017 -0.0012 0.0055
Si -0.0055 -0.0043 0.0041
Si -0.0009 -0.0022 0.0044
Si -0.0153 0.02 0.0263
Si 0.0001 -0.0023 0.0021
Si 0.0043 -0.0031 0.0037
Si -0.0008 -0.0041 -0.0465
Si 0.0006 0.0064 -0.0076
O -0.0029 0.0253 -0.0046
O -0.0005 0.0009 0.0039
O 0.0074 0.0075 -0.0076
O -0.0014 0.001 -0.0001
O -0.0057 -0.004 -0.0023
O -0.0114 0.0014 0.0004
O 0.0003 -0.0048 -0.0088
O 0.0102 0.0016 -0.0008
O -0.0018 0.0003 -0.0009
O -0.0027 0.0022 0.004
O -0.0053 0.0106 0.0063
O -0.0111 0.0123 -0.0042
O -0.0165 -0.0204 -0.0134
O 0.0066 -0.0054 -0.0065
O 0.0034 0.0008 0.0002
O 0.0078 -0.0057 0.0271
O 0.0078 0.0024 -0.0047
O 0.0029 0.0012 0.0068
O 0.0026 -0.0019 -0.0005
O 0.002 0.0029 0.0012
O 0.0027 -0.0055 0.0109
O -0.008 -0.0066 0.0055
O 0.014 0.0064 0.0019
O -0.0035 -0.0036 -0.0084
O -0.003 -0.0037 0.0005
O -0.0026 0.0014 -0.0008
O -0.0112 0.0155 0.0042
O -0.0003 -0.0006 -0.0005
O 0.0098 -0.0064 0.0027
O -0.0029 -0.0017 -0.0064
O 0.0036 0.0022 -0.0106
O -0.0031 0.0018 -0.0111
O -0.0141 0.001 0.0047
O -0.3529 0.0766 -0.3812
O 0.0162 -0.0019 -0.0154
O 0.0009 0.005 -0.0122
O 0.0027 -0.0075 0.006
O 0.0001 0.0024 -0.0076
O -0.0002 0.0313 0.0094
O 0.0002 0.0023 -0.003
O 0.0291 -0.0596 -0.0455
O 0.0185 -0.0354 -0.0151
O 0.0008 0.0071 -0.0119
O -0.0014 0.0001 -0.0049
O -0.0014 0.0004 0.0012
O 0.0024 0.0001 0.0013
O -0.0058 0.005 -0.0033
O 0.0036 0.0042 0.0007
O 0.0099 -0.0061 -0.002
O -0.0076 -0.0147 0.0035
O -0.0293 -0.0158 0.0306
O -0.0143 0.0032 -0.042
O -0.002 0.0008 -0.0061
O -0.0043 -0.0007 0.0022
O -0.032 0.0107 -0.0082
O 0.0161 0.0281 0.0277
O 0.0003 0.0082 0.0036
O 0.006 -0.0059 0.0015
O -0.0011 0.0015 -0.0022
O -0.0001 0.0005 -0.0024
O 0.0036 -0.0347 0.0433
O -0.0026 0.0052 -0.003
O 0.0111 0.0227 0.0477
O 0.0051 0.0571 -0.0658
O 0.0087 0.0065 -0.0033
O -0.0009 -0.0003 -0.0012

The program warned: the cutoff lies below the one the program advises for these potential files; the exchange-correlation potential is rough where the density is thin.
